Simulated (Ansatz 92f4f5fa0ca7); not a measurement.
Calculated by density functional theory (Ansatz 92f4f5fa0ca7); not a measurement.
Periodic cell of 215 atoms, Si131O82As2, from a study of silicon, its oxide and their interface. The atomic structure is a simulated model.
Doubt: the cutoff is far below the 930 eV that the study's wrapper takes by default for these files, so forces and energies are approximate.
This geometry differs little from another in the collection (a relaxation step or a small displacement).

Settings: functional PBE; potential files Ansatz PAW; basis plane waves; wave-function cutoff 580 eV; density cutoff ratio 5; exchange-correlation grid ratio 1; k mesh 1 x 1 x 1, Gamma-centred; self-consistency stop 5e-08 eV per atom in the density residual; occupations fixed; spin none; net charge 0.

Cell vectors (angstrom)
a  10.938  0  0
b  0  10.938  0
c  0  0  31.5432

Atoms: element, x, y, z (angstrom)
Si  10.4128  0.5546  24.3853
Si  6.0384  10.4804  24.1693
Si  1.9646  3.1904  24.1113
Si  8.6981  2.2431  24.3322
Si  0.449  5.057  24.199
Si  5.093  5.9849  24.2337
Si  3.4005  7.6696  24.1988
Si  7.8321  8.8287  24.0243
Si  1.3141  1.4371  25.5045
Si  6.9103  1.2843  25.4811
As  4.0953  3.9903  25.1976
Si  9.6523  4.0837  25.4285
Si  1.48  6.8346  25.3384
Si  6.925  6.968  25.2818
Si  4.2324  9.5255  25.3534
Si  9.5186  9.6282  25.4532
Si  2.7896  -0.0122  26.6633
Si  8.2168  -0.0244  26.9444
Si  -0.0135  2.7564  26.8917
Si  5.4975  2.6916  26.7407
As  2.7757  5.4316  26.8621
Si  8.238  5.5209  26.6483
Si  0.0426  8.2063  26.669
Si  5.5799  8.2317  26.7747
Si  4.1094  1.3601  28.0963
Si  9.5817  1.3708  28.2133
Si  1.3146  4.0522  28.2512
Si  6.8429  4.1405  28.0458
Si  4.2377  6.9143  28.1628
Si  9.6155  6.8502  28.0643
Si  1.3933  9.5694  28.0565
Si  6.8455  9.5513  28.2252
Si  0.0318  -0.0215  29.491
Si  5.4631  0.0038  29.5051
Si  2.7599  2.7113  29.5083
Si  8.1837  2.7572  29.4825
Si  -0.0154  5.4994  29.5113
Si  5.4953  5.4514  29.4912
Si  2.7414  8.2039  29.4681
Si  8.2395  8.1716  29.4991
Si  1.3673  1.3673  30.8594
Si  6.8362  1.3673  30.8594
Si  4.1018  4.1018  30.8594
Si  9.5708  4.1018  30.8594
Si  1.3673  6.8362  30.8594
Si  6.8362  6.8362  30.8594
Si  4.1018  9.5708  30.8594
Si  9.5708  9.5708  30.8594
Si  2.7345  0  0.6835
Si  8.2035  0  0.6835
Si  0  2.7345  0.6835
Si  5.469  2.7345  0.6835
Si  2.7345  5.469  0.6835
Si  8.2035  5.469  0.6835
Si  0  8.2035  0.6835
Si  5.469  8.2035  0.6835
Si  4.118  1.3463  2.0541
Si  9.5423  1.3817  2.0417
Si  1.334  4.1287  2.0553
Si  6.8556  4.0698  2.0556
Si  4.0813  6.8585  2.0394
Si  9.597  6.8086  2.0517
Si  1.3795  9.5561  2.0566
Si  6.8324  9.5705  2.0656
Si  -0.0407  -0.0151  3.3469
Si  5.4656  -0.0152  3.4842
Si  2.7003  2.7168  3.3415
Si  8.1871  2.6957  3.4934
Si  -0.0214  5.4663  3.5133
Si  5.4592  5.4665  3.3285
Si  2.7363  8.2014  3.481
Si  8.2284  8.1804  3.3776
Si  1.2952  1.3633  4.6775
Si  6.8397  1.3039  4.9128
Si  4.0644  4.1141  4.6456
Si  9.5314  4.0637  4.897
Si  1.3542  6.8696  4.8915
Si  6.84  6.798  4.6865
Si  4.1047  9.5621  4.8902
Si  9.5747  9.5631  4.7489
Si  2.6186  0.0383  6.1097
Si  8.2267  -0.1343  6.2674
Si  -0.0203  2.6484  6.197
Si  5.3767  2.7665  6.0742
Si  2.7496  5.4292  6.1351
Si  8.0942  5.4366  6.1857
Si  -0.0038  8.2947  6.2371
Si  5.5671  8.1488  6.1513
Si  3.4733  1.9399  7.1797
Si  10.0218  0.8283  7.4707
Si  1.7708  3.6572  7.3501
Si  6.2066  4.5243  7.3869
Si  4.6359  6.3077  7.2536
Si  9.1633  7.1879  7.3281
Si  0.8927  10.1548  7.5242
Si  7.411  8.8864  7.4913
O  4.5632  6.6083  8.8805
O  1.3954  3.9794  8.9431
O  9.7453  6.5466  8.7476
O  1.3017  10.1083  9.1573
O  6.0657  4.222  9.0289
O  3.7041  1.6244  8.7737
O  7.1375  8.9676  9.1425
O  9.6483  1.0815  9.0724
O  8.2716  2.5297  22.7602
O  10.9682  5.5886  22.6844
O  5.6241  0.0514  22.651
O  5.3131  5.4192  22.6933
O  2.1295  2.806  22.5129
O  3.3001  7.8449  22.5456
O  8.3691  8.7178  22.4416
O  -0.1452  11.234  22.8003
Si  2.1519  2.9733  12.9004
Si  8.6842  1.3142  10.3601
Si  1.0595  4.4988  15.3599
Si  7.5455  5.5822  12.2087
Si  2.4006  8.1742  21.2349
Si  5.4167  7.7936  12.47
Si  9.264  0.4582  15.507
Si  2.904  -0.0479  16.6701
Si  10.4669  1.1586  12.6127
Si  7.7585  2.825  21.2598
Si  9.133  8.7873  14.4679
Si  1.4752  4.7741  10.3641
Si  4.4666  9.4796  19.1546
Si  11.0575  6.1019  21.1401
Si  6.6144  10.447  14.858
Si  5.3769  0.7242  21.2007
Si  2.3443  9.809  10.3886
Si  0.4177  10.6356  21.4214
Si  5.8485  5.2609  21.1688
Si  3.6419  7.0853  10.1088
Si  9.0386  5.689  14.8556
Si  3.6556  4.091  19.1274
Si  10.0221  3.6633  19.3381
Si  4.2553  8.6651  15.3644
Si  0.448  1.9195  17.1727
Si  6.7839  7.5362  19.2752
Si  5.2605  3.6217  16.7727
Si  7.7849  5.0213  17.5467
Si  6.6618  9.9283  10.3729
Si  4.3793  1.056  10.1089
Si  -0.0306  9.0886  11.9116
Si  9.0872  8.6333  20.967
Si  4.5505  1.6685  14.6021
Si  2.4352  2.0812  21.0741
Si  6.3294  3.3443  10.3767
Si  3.4289  5.9147  16.7505
Si  9.8832  6.5354  10.3604
O  0.1181  2.6314  18.6032
O  2.923  9.6315  15.5857
O  10.8468  4.7916  20.191
O  7.5822  2.4161  9.935
O  10.928  5.3409  10.8065
O  6.5979  6.7423  12.8676
O  10.3258  8.0583  10.7909
O  7.6662  9.4591  14.0079
O  8.4194  6.2094  10.9888
O  5.3322  10.5012  20.0743
O  2.1661  3.7351  11.4411
O  7.9586  8.5567  19.7845
O  6.202  6.7326  20.5777
O  5.5061  2.711  15.4423
O  1.2921  0.9296  20.729
O  6.0513  9.0614  11.6256
O  4.6181  4.9841  16.1395
O  6.602  3.9063  17.6609
O  10.5244  10.6668  11.8241
O  5.5768  0.5008  14.009
O  8.0135  5.104  15.9512
O  9.7357  9.8207  15.5908
O  -0.4026  5.1505  15.147
O  1.5592  6.827  20.8225
O  1.4918  0.6349  17.1898
O  6.5803  1.77  20.8445
O  1.0139  1.7907  12.8454
O  3.2418  5.4981  18.3476
O  9.534  2.0128  11.5823
O  1.0134  3.0988  16.1971
O  8.5755  5.1405  13.3942
O  10.2802  8.5793  13.3214
O  1.4317  9.3955  21.6963
O  10.0571  9.9459  20.6529
O  3.1804  0.213  10.8785
O  5.0789  2.3601  10.8378
O  1.7298  4.1559  13.9267
O  7.9178  10.8728  10.8468
O  9.142  4.4879  18.2469
O  5.6352  9.4926  15.7799
O  5.5298  -0.0281  9.7401
O  3.5905  2.3158  13.4186
O  1.9765  5.6401  16.0689
O  9.7083  1.053  14.0486
O  4.4024  6.9439  11.5291
O  4.7295  4.5045  20.2733
O  9.9461  1.3464  16.6628
O  6.6685  4.32  11.6482
O  5.5699  8.4011  18.6029
O  9.0475  2.7334  20.2641
O  3.6  1.1311  15.8055
O  4.2266  3.0823  17.9468
O  9.9071  7.2233  20.891
O  3.3481  8.6624  9.819
O  3.9302  7.422  16.3791
O  7.6302  0.4807  15.7119
O  8.9245  7.3026  15.0551
O  3.9185  1.4393  21.2075
O  1.5961  9.1419  11.6998
O  2.3252  6.1497  10.18
O  7.3425  6.463  18.1757
O  7.2054  4.36  21.1627
O  4.5482  8.2398  13.798
O  3.328  8.6536  19.9903
O  2.4899  3.2385  19.9056
O  3.717  10.3464  17.9858

Results
free energy: -139626.013 eV
free energy less fixed offsets of As -4856.12, O -568.88, Si -635.61 eV per atom: -0.703 eV

Forces (eV/angstrom), in the order of the atoms: element, x, y, z
Si  0.0229  0.0092  -0.0125
Si  -0.004  0.0011  -0.022
Si  -0.0621  -0.0311  0.0439
Si  -0.0094  0.003  -0.0236
Si  0.0346  -0.0066  -0.0043
Si  0.0125  0.0246  0.0425
Si  0.0112  -0.026  -0.0313
Si  -0.0081  -0.0201  -0.0043
Si  0.0181  0.0166  -0.046
Si  -0.0268  0.0248  -0.0023
As  0.02  0.0061  -0.0344
Si  -0.0122  0.0157  -0.0077
Si  -0.0088  -0.0068  0.0108
Si  0.0109  -0.0168  -0.0272
Si  -0.021  0.0201  -0.0027
Si  0.0109  -0.0172  -0.0212
Si  -0.0002  0.0082  0.0168
Si  -0.0037  -0.0086  0.023
Si  0.0172  0.0155  0.0602
Si  0.0087  -0.0052  -0.0096
As  -0.0336  0.0423  -0.0202
Si  -0.0204  0  0.0158
Si  0.0108  -0.0084  -0.0092
Si  -0.0276  -0.0328  0.0426
Si  -0.0083  -0.009  0.0021
Si  0.0017  0.0055  0.0002
Si  -0.0158  0.0001  -0.007
Si  0.0084  0.0119  0.0004
Si  -0.0022  0.0112  -0.0142
Si  -0.0127  -0.0161  0.0018
Si  0.0174  0.0139  0.0002
Si  0.0197  0.0161  0.0103
Si  -0.0005  -0.0002  0.0093
Si  0.0063  0.0024  0.0081
Si  0.0087  0.0057  0.0032
Si  0.0001  -0.0155  0.0151
Si  0.0166  -0.0067  0.0009
Si  -0.0065  -0.0044  0.0051
Si  0.0075  -0.0146  0.0063
Si  0.0032  0.0021  0.0055
Si  0.0834  -0.0944  0.1118
Si  -0.1247  0.1412  -0.0676
Si  0.1599  -0.0881  0.0363
Si  -0.0884  0.0788  -0.0641
Si  0.0492  0.1768  -0.0569
Si  0.1181  -0.1076  0.0665
Si  -0.106  -0.022  -0.0625
Si  0.1614  -0.0939  0.0307
Si  0.0448  -0.1176  0.0538
Si  -0.1667  0.0666  -0.0735
Si  -0.1683  0.1325  -0.0616
Si  0.091  -0.121  0.0069
Si  -0.1916  0.1243  -0.0389
Si  0.0696  -0.1664  0.094
Si  0.1912  -0.0858  0.0297
Si  -0.0475  0.1424  -0.0797
Si  -0.0002  0.0049  -0.0067
Si  0.0045  -0.0098  -0.0019
Si  0.0112  -0.0037  -0.0043
Si  -0.0087  0.001  -0.0056
Si  0.0037  -0.0116  -0.0032
Si  -0.0051  0.0088  -0.0051
Si  -0.0092  0.0032  -0.0056
Si  0.0022  -0.0001  -0.0071
Si  -0.0017  0.0068  0.0101
Si  -0.0016  0.0013  0.0063
Si  -0.0016  0.003  0.02
Si  0.0004  -0.0025  0.0071
Si  -0.0044  0.0003  0.0098
Si  -0.0038  0.007  0.0086
Si  0.0026  -0.0011  0.0054
Si  0.0046  -0.0106  0.0174
Si  -0.004  0.0019  -0.0201
Si  0.0023  0.0006  -0.002
Si  -0.0054  -0.0006  -0.028
Si  0.0039  -0.0005  -0.0022
Si  0.0002  -0.0022  -0.0012
Si  -0.0042  0.0036  -0.0203
Si  0.0004  -0.0024  0.0006
Si  -0.0038  0.0043  -0.0162
Si  0.008  -0.0041  0.0108
Si  0.0004  -0.0003  0.0059
Si  0.001  -0.0003  0.0113
Si  0.0055  -0.012  0.0071
Si  0.0004  0.0015  0.0105
Si  0.0013  -0.0037  0.0065
Si  0.0023  -0.0018  0.0012
Si  -0.0015  -0.0001  0.0094
Si  0.0018  0.0011  0.0127
Si  -0.0045  0.0083  0.0014
Si  -0.0062  0.0031  -0.003
Si  -0.0017  0.001  0.0082
Si  -0.0043  0.0072  0.0012
Si  0.0021  -0.0009  0.0077
Si  -0.0008  0.0008  0.008
Si  -0.0068  0.0049  -0.0023
O  -0.0006  -0.0003  -0.0017
O  -0.0011  0.0015  -0.0028
O  -0.002  0.0011  -0.0018
O  -0.0022  0.0007  -0.006
O  0.0006  -0.0021  0.0009
O  0.0112  -0.0041  0.0096
O  -0.0003  0.0036  0.0059
O  0.0015  -0.0009  -0.0039
O  -0.0007  0.0072  -0.0111
O  -0.0058  0.0003  -0.0054
O  -0.0021  -0.0021  -0.0002
O  0.0142  -0.0164  -0.0512
O  0.0243  -0.0162  -0.0564
O  0.005  0.0018  0.0086
O  0.0002  0.0049  0.007
O  -0.0064  0.0053  0.0131
Si  -0.0018  -0.0007  0.0026
Si  -0.0089  0.0028  0.0018
Si  0.0001  -0.0008  0.006
Si  -0.0032  0.0047  0.0018
Si  -0.0017  0.001  0.0045
Si  0.0001  0.0007  0.0013
Si  0.0006  0.0029  0.0047
Si  -0.0001  -0.0002  0.0034
Si  0.002  -0.0034  0.0045
Si  -0.0027  0.0151  0.0093
Si  -0.0041  -0.0005  0.0028
Si  0.0015  -0.0036  0.0011
Si  0.0026  0.0039  0.0084
Si  0.0001  -0.0059  0.0025
Si  -0.0002  0.0004  0.0023
Si  -0.0187  0.0084  0.0082
Si  0.001  0.0025  0.0032
Si  0.008  0.0009  -0.0042
Si  -0.0046  0.0069  0.0094
Si  -0.0027  -0.0047  0.0013
Si  -0.0022  -0.003  0.0096
Si  -0.0027  -0.0055  0.005
Si  -0.0028  0.0021  0.0054
Si  -0.0029  0.002  0.0048
Si  0.0011  0.0025  0.0083
Si  -0.0023  -0.0001  0.0032
Si  -0.0011  0.0022  0.0102
Si  -0.0011  -0.0006  0.0094
Si  -0.0074  0.0037  -0.0061
Si  0.002  0.0054  -0.0135
Si  -0.0024  0.0058  0.0033
Si  0.0036  0.0025  -0.0056
Si  -0.0045  -0.001  0.0074
Si  -0.0073  0.0196  0.0167
Si  0.0061  -0.0024  -0.0018
Si  0.0015  -0.0064  0.0065
Si  0.0001  -0.0025  0.0024
O  -0.0041  0.0009  -0.0023
O  0.0012  -0.0043  -0.0019
O  -0.002  -0.0035  -0.0028
O  0.0004  0.0034  0.009
O  -0.0015  0.0015  -0.0015
O  0.0034  -0.0021  -0.0045
O  0.0017  0.0033  0.0012
O  -0.0005  -0.0006  -0.0002
O  -0.0043  -0.0022  0.0046
O  -0.0049  -0.0041  -0.0021
O  -0.0016  0.0034  -0.0003
O  0.004  -0.0021  0.0012
O  0.0008  -0.0099  0.0083
O  -0.0012  -0.0019  -0.0043
O  -0.0036  -0.0082  0.0075
O  -0.0027  0.0002  -0.0038
O  -0.0015  0.0035  0.0006
O  -0.0002  -0.002  -0.005
O  -0.0006  -0.001  0.0025
O  -0.0005  0.0007  -0.0005
O  0.0051  0.0017  -0.0099
O  0.0002  -0.0015  -0.0016
O  -0.0034  0.0016  -0.0008
O  -0.0003  -0.0015  -0.0057
O  -0.0006  -0.0006  -0.0028
O  0.0028  0.0044  0.0083
O  -0.006  -0.0018  0.0004
O  0.0018  0.0024  -0.004
O  -0.0036  -0.0018  -0.0046
O  -0.002  0.0004  -0.0022
O  -0.0046  0.0023  -0.0025
O  0.0002  0.0017  -0.0014
O  -0.0042  0.0056  -0.0008
O  -0.0008  0.0005  0.0001
O  0.0008  0  -0.0022
O  -0.0019  -0.0053  -0.008
O  -0.0005  -0.0021  -0.0022
O  -0.0031  0.004  -0.0044
O  0.0003  -0.0034  -0.0001
O  -0.0006  -0.0008  -0.0015
O  -0.0032  0.0062  0.0098
O  -0.0022  0.0014  -0.0002
O  -0.0009  -0.0004  -0.0017
O  0.0005  0.0026  -0.0029
O  0.0009  0.0014  -0.0015
O  0.0083  0.0029  0.0069
O  -0.0039  -0.0036  -0.0051
O  0  -0.001  -0.0041
O  -0.002  0.0042  0.0021
O  -0.0005  0.0053  0.0004
O  0.0029  0.0029  -0.0037
O  0.0027  0.0003  -0.0038
O  -0.0027  0.0015  -0.0004
O  -0.0026  0.0018  0.0042
O  0  0.0019  -0.0044
O  -0.0002  0.0003  0.0004
O  0.0003  0.0037  -0.0008
O  0.0176  -0.0083  -0.009
O  -0.0071  0.0042  -0.0017
O  0.0029  0.0023  0.0031
O  -0.0004  -0.0009  -0.0019
O  -0.0053  -0.0257  0.0043
O  0.0004  -0.0007  -0.0016
O  0.0045  0.0038  -0.004
O  0.0079  -0.005  0.0047
O  0.0005  -0.0019  -0.0041

The program warned: the cutoff lies below the one the program advises for these potential files; the exchange-correlation potential is rough where the density is thin.
